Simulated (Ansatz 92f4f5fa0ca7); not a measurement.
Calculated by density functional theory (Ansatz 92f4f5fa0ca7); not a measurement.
Periodic cell of 223 atoms, Si132O90P1, from a study of silicon, its oxide and their interface. The atomic structure is a simulated model.
Doubt: the cutoff is far below the 930 eV that the study's wrapper takes by default for these files, so forces and energies are approximate.
This geometry differs little from another in the collection (a relaxation step or a small displacement).

Settings: functional PBE; potential files Ansatz PAW; basis plane waves; wave-function cutoff 580 eV; density cutoff ratio 5; exchange-correlation grid ratio 1; k mesh 1 x 1 x 1, Gamma-centred; self-consistency stop 5e-08 eV per atom in the density residual; occupations fixed; spin none; net charge +1 e, with a uniform compensating background and no finite-size correction.

Cell vectors (angstrom)
a  10.938  0  0
b  0  10.938  0
c  0  0  32.1988

Atoms: element, x, y, z (angstrom)
Si  10.5854  0.2222  24.8663
Si  5.7367  10.6803  24.7393
Si  2.4802  2.9158  24.6383
Si  8.4249  2.4658  24.8249
Si  0.275  5.1685  24.7545
Si  5.1538  5.7483  24.6896
Si  2.9328  8.0091  24.5965
Si  7.9413  8.4371  24.7301
Si  1.3306  1.3812  26.0334
Si  6.8459  1.3087  26.1213
Si  4.0446  4.1043  25.9893
Si  9.6091  4.0597  26.086
Si  1.3983  6.8273  26.0025
Si  6.7697  6.8527  26.0238
Si  4.1036  9.5343  25.9985
Si  9.463  9.5687  26.152
Si  2.7288  -0.0074  27.3434
Si  8.1585  -0.0217  27.5617
Si  0.0118  2.7138  27.4868
Si  5.4409  2.7435  27.3652
Si  2.7293  5.4647  27.4303
Si  8.1865  5.4722  27.3533
Si  -0.0068  8.181  27.3749
Si  5.4419  8.1979  27.4482
Si  4.0815  1.3638  28.7441
Si  9.5804  1.3519  28.8471
Si  1.3694  4.1035  28.814
Si  6.8308  4.1022  28.7401
Si  4.1006  6.8156  28.8055
Si  9.5555  6.8228  28.7534
Si  1.3677  9.5652  28.7353
Si  6.786  9.5419  28.8636
Si  0.0245  -0.0262  30.1655
Si  5.4281  0.0105  30.1653
Si  2.7407  2.7242  30.1568
Si  8.1945  2.7476  30.1425
Si  -0.0177  5.4647  30.1445
Si  5.4856  5.4545  30.1546
Si  2.7251  8.2084  30.1287
Si  8.2057  8.1777  30.1703
Si  1.3823  1.3513  31.5365
Si  6.8289  1.3775  31.4995
Si  4.1193  4.0872  31.5219
Si  9.5686  4.0947  31.5223
Si  1.3599  6.8417  31.4859
Si  6.8475  6.8123  31.5464
Si  4.0789  9.5658  31.5263
Si  9.5828  9.554  31.5276
Si  2.7445  -0.0096  0.7223
Si  8.201  0.0124  0.6638
Si  0.0024  2.7257  0.6957
Si  5.4877  2.7249  0.6996
Si  2.7414  5.4902  0.6529
Si  8.2216  5.445  0.7162
Si  0.0182  8.1823  0.6888
Si  5.4675  8.2068  0.6934
Si  4.1381  1.3568  2.0739
Si  9.5628  1.3518  2.0637
Si  1.389  4.1264  2.02
Si  6.8603  4.0726  2.08
Si  4.1052  6.8285  2.0629
Si  9.5936  6.8273  2.062
Si  1.3855  9.5319  2.066
Si  6.8319  9.6046  2.0424
Si  0.0016  -0.0451  3.3902
Si  5.5017  0.0089  3.4868
Si  2.7831  2.786  3.3642
Si  8.1967  2.6938  3.479
Si  0.0368  5.4692  3.4305
Si  5.4903  5.4554  3.4119
Si  2.7719  8.2052  3.4711
Si  8.2099  8.2288  3.3656
Si  1.3961  1.3857  4.621
Si  6.8529  1.3422  4.9319
Si  4.1738  4.0768  4.8059
Si  9.6095  4.082  4.7769
Si  1.4249  6.7999  4.832
Si  6.8243  6.9086  4.7247
Si  4.1437  9.5776  4.8637
Si  9.5417  9.5491  4.7884
Si  2.7473  0.1189  6.059
Si  8.2245  -0.0661  6.2859
Si  0.038  2.6474  6.0498
Si  5.4923  2.7331  6.3088
Si  2.8403  5.4621  6.184
Si  8.1706  5.4866  6.0353
Si  0.03  8.2005  6.1442
Si  5.5261  8.2089  6.2556
Si  3.8395  1.5786  7.6177
Si  9.8473  1.1366  7.4835
Si  1.6446  3.7855  7.2882
Si  6.6647  4.4213  7.5254
Si  4.4048  6.6182  7.5732
P  9.3746  6.957  7.3307
Si  1.1553  9.9377  7.3275
Si  7.1727  9.2174  7.6609
O  8.3712  8.0344  7.8927
O  2.7188  2.7405  7.9759
O  9.5214  1.3501  24.2747
O  4.0493  6.8643  24.1327
O  0.0316  0.0174  7.9978
O  5.5432  5.5157  8.0661
O  6.8499  9.5709  24.2029
O  1.3701  4.061  24.1734
O  3.8305  7.3467  8.9582
O  0.7848  4.4031  8.5354
O  9.7986  6.1884  8.6706
O  2.1605  9.3959  8.4974
O  7.55  3.9464  8.8275
O  4.2735  0.9152  9.0696
O  6.8076  9.496  9.2281
O  9.2121  1.8603  8.8153
O  7.7083  3.153  23.5232
O  10.4953  5.8457  23.4509
O  5.0863  0.4353  23.4058
O  5.862  5.0892  23.3635
O  3.1045  2.2065  23.2784
O  2.2961  8.7232  23.2332
O  8.6244  7.7567  23.3963
O  0.2264  10.3239  23.5993
Si  4.3889  1.5703  22.4678
Si  3.4747  7.9301  14.0405
Si  7.1019  0.9621  14.6675
Si  0.9433  9.355  22.5232
Si  1.1455  4.3119  11.8434
Si  6.249  8.9659  15.3285
Si  0.6803  1.3716  12.2801
Si  8.6256  4.9525  20.5103
Si  0.3328  5.7306  9.3101
Si  5.0929  3.1273  17.9425
Si  0.8866  3.7565  16.745
Si  10.3972  2.8454  19.2266
Si  5.2788  1.1893  10.3549
Si  0.8836  0.1786  19.8519
Si  6.6559  9.4432  10.8759
Si  9.3344  9.6797  18.3354
Si  9.3814  9.2389  12.5923
Si  6.5717  3.845  22.5856
Si  2.4298  8.0734  9.3887
Si  10.5858  7.3713  17.0812
Si  2.5093  6.2954  16.5869
Si  10.1626  4.4983  14.1844
Si  6.1341  9.1849  18.5239
Si  7.9769  2.5757  9.608
Si  8.8847  2.1291  12.4759
Si  5.3359  6.248  18.0671
Si  3.9187  0.5582  19.4677
Si  4.2415  3.8438  12.0471
Si  5.5199  6.6001  12.1444
Si  8.0078  2.5067  17.224
Si  4.3452  2.4893  14.9625
Si  1.5394  1.221  15.2462
Si  1.5554  9.4158  12.0567
Si  8.0294  6.8495  13.8713
Si  10.3718  9.8421  15.4976
Si  9.8099  7.0135  22.5508
Si  8.1088  5.4854  17.4091
O  6.0336  7.9523  11.2827
O  6.0101  9.2036  16.9048
O  7.6847  1.3364  13.1935
O  0.9329  1.7677  13.8369
O  9.4192  6.2663  16.872
O  6.7388  6.2028  13.136
O  5.1169  4.6647  18.6072
O  9.2236  2.1511  18.2753
O  2.3631  0.0956  19.0825
O  9.4076  10.24  16.7749
O  2.7547  4.4376  11.666
O  5.062  10.3235  19.1103
O  9.4281  3.2188  13.5232
O  0.4569  1.7682  19.9548
O  3.1574  1.353  15.0738
O  8.1663  5.3802  19.0224
O  3.8955  6.6141  17.3835
O  4.5763  3.2831  16.3804
O  9.0313  5.6548  14.306
O  5.452  2.7578  22.1413
O  10.7016  4.1897  15.6681
O  0.3293  3.8684  18.2733
O  10.422  10.5142  19.2287
O  9.6201  10.0214  14.0408
O  10.9108  8.1193  22.0914
O  1.1763  2.1728  16.5087
O  9.7298  3.7495  20.4149
O  8.1495  4.0321  16.6811
O  -0.0536  9.1005  11.9192
O  6.5801  2.4309  18.011
O  5.5919  10.7065  11.1611
O  7.7447  9.5935  18.8484
O  10.032  1.0144  12.0667
O  1.2521  7.0171  9.0086
O  0.5764  4.7924  13.2929
O  5.7065  7.6211  18.9861
O  5.2072  5.0869  11.5178
O  2.6954  6.982  15.1159
O  0.8758  2.7479  11.4273
O  0.8459  10.7002  15.5236
O  2.3702  8.5643  10.9199
O  4.68  2.4316  11.269
O  4.1908  3.5188  13.6713
O  2.2135  4.6832  16.5031
O  10.7061  8.2577  15.7029
O  6.8931  10.2984  14.6746
O  2.3362  8.9641  13.4289
O  8.0105  1.5227  15.912
O  4.1044  7.0043  12.8503
O  4.1711  2.0101  18.7192
O  7.2908  4.4196  21.2619
O  8.4166  2.9233  11.1271
O  1.1738  6.8626  17.3627
O  5.6509  1.6164  14.7024
O  8.1287  9.7509  11.5978
O  9.2058  6.2855  21.2376
O  8.9442  7.7053  12.8538
O  1.6465  0.1177  11.8516
O  6.6408  6.1423  17.0617
O  7.3822  7.8078  15.036
O  1.212  10.3047  21.2355
O  10.0276  8.2016  18.3597
O  3.9476  0.854  21.0814
O  0.3018  5.3401  10.8645
O  6.6884  1.5962  9.6317
O  4.7638  8.7001  14.6879

Results
free energy: -135859.646 eV
free energy less fixed offsets of O -568.88, P -755.39, Si -635.61 eV per atom: -4.536 eV

Forces (eV/angstrom), in the order of the atoms: element, x, y, z
Si  0.0011  -0.0009  -0.0016
Si  -0.0011  0.0007  -0.0015
Si  0.0005  -0.0011  -0.0021
Si  -0.0001  0.0012  -0.0016
Si  -0.0012  0.0006  -0.0017
Si  0.0017  -0.0005  -0.0018
Si  -0.0002  0.001  -0.0017
Si  0.0005  -0.0011  -0.0021
Si  -0.0003  0.0003  0.0008
Si  0.0009  -0.0007  0.0003
Si  0.0004  0.0003  0.0003
Si  0.0007  -0.0008  0.0003
Si  0.0005  0.0003  -0.0004
Si  -0.0004  -0.0004  0.0005
Si  0.0002  -0.0005  0.0002
Si  0.0002  0.0006  0.0009
Si  0.0002  0.0001  0.0001
Si  0.0002  0.0001  -0.0024
Si  0  -0.0003  -0.0031
Si  -0.0002  -0.0001  0.0005
Si  -0.0004  -0.0007  -0.0015
Si  0.0003  0.0006  0.0002
Si  -0.0006  -0.0004  0.0006
Si  0.0009  0.0005  -0.0024
Si  0  0.0002  0.0002
Si  -0.0005  -0.0005  0.0006
Si  0.0005  0.0002  0.0015
Si  0.0005  -0.0004  -0.0005
Si  -0.0005  -0.0005  0.0015
Si  0.0005  -0.0001  -0.0001
Si  0.0001  0  -0.0005
Si  0.0002  -0.0008  0.0008
Si  0.0011  -0.0003  0.0003
Si  -0.0007  0.0008  0.0001
Si  0.0007  -0.001  -0.0004
Si  -0.0005  0.0008  0.0003
Si  -0.0011  0.001  -0.0004
Si  0.0005  -0.0006  0.0002
Si  0  0.0007  0.0002
Si  0.0007  -0.0008  -0.0001
Si  0  0.0008  0.0003
Si  0.0003  -0.0008  -0.0001
Si  -0.0006  0.0004  -0.0003
Si  0.0018  -0.0003  0.0003
Si  0.0004  -0.0015  -0.0003
Si  -0.0001  0.001  0.0004
Si  0.0004  -0.0001  0.0005
Si  -0.0009  0.0001  -0.0001
Si  -0.0001  -0.0004  -0.0005
Si  0.0004  0.0008  -0.0003
Si  -0.0011  -0.001  -0.0003
Si  0  0.0001  -0.0002
Si  0.0011  0.0009  0.0001
Si  -0.0006  -0.0008  -0.0003
Si  0.0006  0.0008  -0.0003
Si  -0.0002  -0.0007  -0.0006
Si  -0.0005  -0.0008  -0.0001
Si  0.0034  0.0004  0.001
Si  -0.0014  0.0001  -0.001
Si  0.0005  0.0007  0.0001
Si  -0.0003  -0.0007  0
Si  -0.001  -0.0002  -0.0008
Si  0.0011  0.0008  0.0001
Si  -0.0002  -0.0007  -0.0016
Si  -0.0077  -0.0018  -0.0029
Si  -0.001  0.0004  0.0001
Si  0.0017  0.0005  -0.0016
Si  0.0017  -0.0002  0.0006
Si  0.0014  -0.0009  -0.0001
Si  0.0016  0.0046  -0.0023
Si  0.0001  -0.0015  0.0012
Si  -0.0008  -0.0018  -0.0024
Si  -0.0007  0.0021  0.0068
Si  0.0016  -0.0002  0.0008
Si  -0.0018  -0.001  0.005
Si  -0.002  -0.001  -0.0015
Si  0.0017  0.0023  0.0001
Si  -0.0041  -0.0031  -0.0008
Si  0.0001  -0.0011  -0.002
Si  0.0107  0.0027  0.0036
Si  0.0012  0.0044  0.0029
Si  -0.0044  0.0003  -0.0022
Si  0.0035  -0.0015  -0.0031
Si  -0.0033  0.0009  0.002
Si  0.0017  -0.0023  -0.0015
Si  -0.0028  -0.0022  0.0002
Si  -0.0087  -0.0013  0.001
Si  -0.0012  0.0006  -0.0011
Si  0.0024  -0.001  -0.0032
Si  -0.001  -0.0002  0.0042
Si  0.0067  -0.0014  0.0002
Si  -0.001  -0.0052  0.0013
Si  -0.0012  -0.0019  0.0003
P  0.0223  0.0045  -0.0175
Si  -0.0013  -0.0024  0.0026
Si  -0.0023  0.0022  0.0078
O  -0.0005  -0.0008  -0.0022
O  -0.0034  0.0001  -0.0008
O  -0.0003  0  0.0006
O  -0.0007  -0.0001  0.0009
O  0.0022  -0.0006  -0.0008
O  0.0005  0.0014  -0.0002
O  0.0003  0.0005  0.0007
O  0.0001  0.0005  0.0009
O  -0.0011  0.0004  -0.0003
O  -0.0014  -0.003  -0.0006
O  -0.0049  -0.0011  0.0147
O  -0.0026  0.0015  -0.0036
O  -0.0006  0.0025  -0.0024
O  0.0004  -0.0006  -0.0004
O  0.0005  0.0003  -0.0039
O  0.0013  -0.0011  -0.003
O  0.0012  -0.001  0.0018
O  0.0012  -0.0012  0.002
O  0.0012  -0.0014  0.002
O  -0.0008  0.0009  0.0019
O  -0.0008  0.0008  0.0022
O  0.0011  -0.001  0.0019
O  -0.0009  0.0008  0.0023
O  -0.0009  0.001  0.0022
Si  0.0001  0  -0.0028
Si  0.0002  0  0.0028
Si  -0.003  0.0011  0.0021
Si  -0.0001  0.0003  -0.0025
Si  0.0005  -0.0001  0.0035
Si  0.0004  -0.0001  0.002
Si  0.0002  -0.0004  0.0028
Si  0  -0.0003  -0.0022
Si  0.0017  0.0015  0.0052
Si  0.0001  0.0001  -0.0001
Si  0  0.0001  0.0007
Si  0  0.0001  -0.0014
Si  -0.0016  0.001  0.0021
Si  -0.0005  0.0002  -0.0017
Si  -0.0004  -0.0003  0.0058
Si  -0.0003  -0.0002  -0.0005
Si  -0.0005  0  0.0031
Si  0.0001  -0.0001  -0.0021
Si  0.0015  0.0007  0.0043
Si  -0.0001  -0.0001  0.0007
Si  -0.0002  -0.0001  0.0013
Si  -0.0004  0.0001  0.0032
Si  0.0003  -0.0003  -0.0005
Si  -0.0016  -0.001  0.0029
Si  -0.0004  -0.0003  0.0029
Si  -0.0002  0  -0.0001
Si  0.0003  0  -0.0019
Si  0.0001  -0.0005  0.0015
Si  0.0001  -0.0003  0.0025
Si  -0.0002  -0.0001  0.0003
Si  0.0022  -0.0018  0.0019
Si  -0.0003  0.0002  0.0017
Si  0.0002  0.0009  0.0023
Si  -0.0002  -0.0003  0.0035
Si  -0.0001  0  0.002
Si  0.0002  0.0002  -0.0024
Si  0  0.0003  0
O  0.0003  0.0009  -0.002
O  0  0.0001  -0.0004
O  -0.0008  -0.0005  -0.0001
O  0.0001  -0.0004  -0.0013
O  -0.0002  0  -0.0003
O  -0.0004  -0.0002  -0.0015
O  -0.0001  -0.0001  0.0003
O  -0.0001  0  0.0002
O  -0.0001  0  0.0006
O  -0.0001  0.0001  -0.0005
O  -0.0002  0.0001  -0.0012
O  -0.0005  0.0004  0.0004
O  0.0005  0.0004  -0.0011
O  0.0001  -0.0002  0.0007
O  0.0002  0.0005  -0.0014
O  0.0001  0  0.0008
O  -0.0002  0  -0.0004
O  0  -0.0001  -0.001
O  -0.0002  -0.0001  -0.0015
O  0.0001  -0.0001  0.0007
O  0  -0.0001  -0.0016
O  -0.0002  0  0.0003
O  0.0004  0.0001  0.0006
O  0.0002  0  -0.0015
O  0.0001  -0.0001  0.0008
O  -0.0002  0  -0.0008
O  -0.0002  0.0002  0.001
O  -0.0001  0  -0.0004
O  0.0003  -0.0001  -0.0015
O  -0.0002  0.0001  0
O  0.0004  -0.0005  -0.0012
O  -0.0001  0  0.0002
O  -0.0003  0.0005  -0.0012
O  -0.0002  0.0024  -0.0012
O  -0.0006  -0.0002  -0.0016
O  -0.0001  0.0001  0.0004
O  -0.0003  0.0007  -0.0009
O  0  0  -0.0012
O  -0.0003  0  -0.0011
O  -0.0002  0.0001  -0.0011
O  -0.0002  -0.0012  -0.0035
O  0.0002  -0.0008  -0.0012
O  0.0002  -0.0009  -0.0005
O  -0.0001  0.0001  -0.0007
O  -0.0001  0.0001  -0.001
O  0  0.0008  -0.0014
O  -0.0004  0.0001  -0.0016
O  -0.0004  0.0003  -0.0008
O  -0.0001  0.0001  -0.0014
O  -0.0003  -0.0003  0.0005
O  -0.0002  -0.0001  0.0011
O  -0.0004  0.0001  -0.0024
O  -0.0001  0.0001  -0.0003
O  0.0009  0.0011  -0.002
O  -0.0006  0.0001  -0.0024
O  0.0002  0.0003  0.0014
O  0  0.0003  -0.0015
O  -0.0005  -0.0008  -0.0008
O  0  -0.0001  -0.0003
O  -0.0001  0.0001  -0.0014
O  0  -0.0005  0.0015
O  -0.0001  0.0001  0.0001
O  0.0002  0.0003  0.0019
O  -0.0008  0.0007  -0.0034
O  0.0018  0.001  -0.0009
O  -0.0005  -0.0001  -0.0014

The program warned: the cutoff lies below the one the program advises for these potential files; the exchange-correlation potential is rough where the density is thin.
